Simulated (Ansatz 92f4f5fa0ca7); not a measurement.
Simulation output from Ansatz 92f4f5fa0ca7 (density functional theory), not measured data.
Periodic cell of 273 atoms, Si165O106As2, from a study of silicon, its oxide and their interface. The atomic structure is a simulated model.

Settings
functional: PBE
potential files: Ansatz PAW
basis: plane waves
wave-function cutoff: 700 eV
density cutoff ratio: 5
exchange-correlation grid ratio: 1
k mesh: 2 x 2 x 1, shifted by 0.5 0.5 0.5 of a step
self-consistency stop: 5e-08 eV per atom in the density residual
occupations: fixed
spin: none
net charge: 0

Cell vectors (angstrom)
a	11.6015	0	0
b	0	13.3963	0
c	0	0	29.8085

Atoms: element, x, y, z (angstrom)
Si	11.5611	0.2068	22.8895
Si	3.8883	0.1766	22.9857
Si	7.6627	0.1169	23.1184
Si	2.059	3.406	22.773
Si	5.8884	3.682	22.9706
Si	9.7537	3.5354	23.0027
Si	11.655	6.8684	22.8835
Si	4.0388	7.0454	23.0902
Si	7.8047	6.8861	23.2275
Si	2.0537	10.2335	23.1986
Si	5.8761	10.1256	23.2386
Si	9.9123	10.1127	23.2196
Si	11.6984	2.4179	23.751
Si	3.9794	2.43	23.7431
Si	7.7813	2.4098	23.7433
As	2.1225	5.7665	22.5343
Si	5.8377	5.787	23.9935
Si	9.7884	5.7252	23.8698
Si	11.7991	8.9815	23.9876
Si	3.9187	9.1273	24.1248
Si	7.8776	9.1049	23.9603
Si	1.9112	12.5036	23.7762
Si	5.7553	12.3944	23.9016
Si	9.6945	12.4212	23.7841
Si	11.6515	2.3101	26.1687
Si	3.8975	2.3208	26.161
Si	7.7536	2.3101	26.1616
As	1.9567	5.6145	26.0501
Si	5.8031	5.6551	26.3276
Si	9.7197	5.6379	26.2483
Si	11.6842	8.942	26.3216
Si	3.8906	8.9898	26.4214
Si	7.8039	9.0146	26.3038
Si	1.9231	12.3715	26.1849
Si	5.7845	12.3366	26.2659
Si	9.6931	12.3528	26.1872
Si	1.9663	1.1846	27.009
Si	5.8178	1.1918	27.013
Si	9.6949	1.1905	26.9952
Si	11.6433	4.5097	27.057
Si	3.8649	4.5111	27.0668
Si	7.7594	4.5124	27.0349
Si	1.9752	7.7954	27.1032
Si	5.86	7.8874	27.0777
Si	9.7164	7.8553	27.0614
Si	11.6191	11.2157	27.0244
Si	3.8417	11.2486	27.0649
Si	7.7573	11.2491	27.0431
Si	1.9336	1.1164	29.4135
Si	5.8008	1.1164	29.4135
Si	9.6679	1.1164	29.4135
Si	0	4.4654	29.4135
Si	3.8672	4.4654	29.4135
Si	7.7343	4.4654	29.4135
Si	1.9336	7.8145	29.4135
Si	5.8008	7.8145	29.4135
Si	9.6679	7.8145	29.4135
Si	0	11.1635	29.4135
Si	3.8672	11.1635	29.4135
Si	7.7343	11.1635	29.4135
Si	0	0	0.3944
Si	3.8672	0	0.3944
Si	7.7343	0	0.3944
Si	1.9336	3.3491	0.3944
Si	5.8008	3.3491	0.3944
Si	9.6679	3.3491	0.3944
Si	0	6.6981	0.3944
Si	3.8672	6.6981	0.3944
Si	7.7343	6.6981	0.3944
Si	1.9336	10.0472	0.3944
Si	5.8008	10.0472	0.3944
Si	9.6679	10.0472	0.3944
Si	11.5488	-0.0465	2.7435
Si	3.8455	-0.0691	2.8028
Si	7.6652	-0.0892	2.772
Si	1.9312	3.2706	2.743
Si	5.7562	3.2756	2.7994
Si	9.5966	3.3109	2.7599
Si	11.5745	6.6392	2.7549
Si	3.8719	6.6219	2.7388
Si	7.7364	6.6458	2.767
Si	1.9259	10.0057	2.75
Si	5.8216	10.0419	2.7703
Si	9.677	9.9782	2.7497
Si	11.5517	2.2056	3.4412
Si	3.8206	2.1276	3.6478
Si	7.6804	2.1172	3.5586
Si	1.9083	5.5026	3.4713
Si	5.8081	5.5253	3.5644
Si	9.6525	5.5257	3.6101
Si	11.6133	8.8699	3.5542
Si	3.8941	8.8713	3.4239
Si	7.7406	8.8786	3.5467
Si	1.8664	12.2348	3.5475
Si	5.7548	12.219	3.7424
Si	9.6175	12.1998	3.5113
Si	11.4795	2.1652	5.7593
Si	3.7335	2.0344	6.0716
Si	7.6105	1.9724	5.9257
Si	1.8812	5.414	5.8054
Si	5.8074	5.4711	5.938
Si	9.6253	5.453	6.0117
Si	11.6432	8.8004	5.9289
Si	3.9195	8.7955	5.7381
Si	7.778	8.8176	5.9168
Si	1.7868	12.1676	5.9169
Si	5.7218	12.1237	6.2507
Si	9.5882	12.1166	5.8638
Si	1.6355	0.9816	6.7333
Si	5.6734	0.9939	7.01
Si	9.6371	0.9433	6.5964
Si	11.5753	4.3232	6.719
Si	3.8294	4.3279	6.5592
Si	7.6979	4.1845	6.6233
Si	2.0352	7.6364	6.5092
Si	5.8349	7.7425	6.6918
Si	9.7219	7.7133	6.7289
Si	11.4586	10.9984	6.7735
Si	3.6577	10.9421	6.6463
Si	7.7608	10.9813	6.8584
O	9.906	7.9116	8.3893
O	9.9062	0.8329	8.2455
O	1.0373	0.9265	8.3186
O	3.0798	10.5616	8.1571
O	5.8239	7.9172	8.3543
O	5.6154	1.1945	8.6937
O	3.7722	4.3392	8.2064
O	7.6581	3.7419	8.2489
O	0.0461	4.2849	8.3917
O	11.1643	10.9592	8.4249
O	8.1265	10.7757	8.4948
O	2.3809	7.508	8.1127
O	11.4398	0.2381	21.2095
O	9.7765	3.644	21.3398
O	4.3884	7.5952	21.5541
O	5.9358	4.1611	21.354
O	5.7958	9.8909	21.5805
O	2.085	3.0747	21.1282
O	7.3376	13.4302	21.4791
O	3.9317	0.1941	21.3206
O	7.6482	6.902	21.5801
O	2.1622	10.1453	21.5514
O	11.2878	7.038	21.2478
O	10.3497	9.7942	21.6307
Si	11.582	6.4613	11.2833
Si	1.5869	10.3925	16.2164
Si	0.2308	3.7003	9.9058
Si	8.0906	12.838	20.1682
Si	2.8486	10.4751	9.7547
Si	2.5877	10.3562	20.0007
Si	10.304	3.6949	19.7961
Si	0.2597	12.8204	17.0739
Si	10.8193	0.7055	19.7576
Si	3.1648	7.7678	16.2063
Si	0.1901	6.5241	19.773
Si	9.3971	2.5449	14.2744
Si	2.9131	2.5619	11.0274
Si	5.1475	11.9984	15.3202
Si	5.0574	8.7621	20.6345
Si	3.6205	-0.371	11.2674
Si	5.5923	8.9056	14.7726
Si	-0.1565	11.3247	9.9991
Si	9.5504	10.0519	20.236
Si	3.4571	0.0186	19.7645
Si	7.4711	4.7193	9.5312
Si	2.386	12.3867	14.1432
Si	6.1988	0.6065	10.1281
Si	2.7677	2.833	19.653
Si	5.7226	4.4568	13.6401
Si	7.4886	0.228	15.572
Si	9.6233	11.3582	15.1853
Si	1.9927	6.585	13.5325
Si	2.8473	3.5472	14.0028
Si	11.6851	9.2023	18.3463
Si	11.2362	0.8829	9.2013
Si	9.1291	7.3379	9.7032
Si	8.6797	8.5752	14.5657
Si	4.7833	7.1695	12.333
Si	2.8977	5.6392	18.7071
Si	2.5422	7.4177	9.7099
Si	6.2703	8.4419	9.8324
Si	4.3344	4.7741	9.6494
Si	9.3643	10.5053	12.2652
Si	5.9885	13.0068	17.9374
Si	7.9523	4.9449	18.3505
Si	8.3087	5.4256	15.1908
Si	7.3319	11.0869	9.9076
Si	5.3176	4.2351	19.8383
Si	0.7926	1.5151	15.0278
Si	7.6263	7.5248	20.0834
Si	7.6542	2.8068	11.8491
O	3.4568	6.0938	10.0889
O	1.9539	2.6817	15.0723
O	-0.3547	12.9537	10.1722
O	8.5442	8.8366	19.9499
O	2.4409	1.2516	19.3105
O	8.1472	5.3167	16.7931
O	2.7543	11.9451	19.6498
O	7.1633	8.7908	15.1206
O	1.2989	0.2132	14.1631
O	4.4171	3.8267	14.4341
O	4.252	3.4311	10.6106
O	10.9646	2.1056	14.4698
O	11.3868	4.8521	10.9831
O	10.8545	12.0425	16.0207
O	8.9371	6.9261	14.7628
O	1.7894	3.3757	10.1989
O	8.4649	5.9492	9.2005
O	11.1202	2.3015	19.4779
O	5.4154	7.6144	10.9131
O	11.3049	7.6329	18.6534
O	7.8771	8.2788	10.1423
O	10.1366	7.1642	10.9743
O	9.2265	4.132	14.714
O	8.8171	11.4513	20.5511
O	10.5836	10.5195	11.1527
O	8.3713	12.2526	15.734
O	4.4098	2.8872	19.7106
O	4.7182	0.1809	18.7509
O	10.5037	10.1694	18.9254
O	6.8144	0.6929	17.007
O	0.5182	6.7622	12.8152
O	1.0536	7.1491	10.2857
O	3.1489	7.1961	12.5368
O	3.9769	9.5447	19.7047
O	6.7946	5.2146	14.6046
O	0.5759	0.9358	16.5367
O	1.5625	11.8067	17.0823
O	5.4082	8.303	13.291
O	2.9872	12.3986	12.6297
O	6.4411	3.2062	12.8752
O	2.8004	9.3387	16.5673
O	6.1285	8.0168	19.6576
O	1.8125	6.4575	19.603
O	1.451	9.6367	19.1072
O	9.4887	9.7291	15.4564
O	3.1073	8.903	10.1975
O	8.987	9.0522	12.9983
O	2.1507	7.3438	14.9738
O	9.0408	3.8126	18.7802
O	4.7375	7.9277	15.7761
O	7.2606	1.6123	10.8273
O	8.1848	6.3574	19.119
O	5.913	5.176	9.6077
O	7.043	-0.9689	19.0148
O	11.0672	2.2606	10.0887
O	8.9891	2.4123	12.696
O	9.7237	11.5167	13.5311
O	6.4942	4.3088	18.7174
O	6.045	10.0613	9.9552
O	1.3632	10.8522	10.2834
O	5.1676	10.4856	14.7057
O	1.7112	10.9351	14.6383
O	11.3699	13.084	18.6029
O	5.4682	11.8369	16.9201
O	8.0998	11	11.3507
O	11.218	5.0198	19.5194
O	8.3809	1.499	15.0604
O	2.3649	4.05	18.5816
O	3.7621	11.7116	10.3134
O	9.1887	0.5575	19.7222
O	2.7737	2.6663	12.639
O	3.6641	12.6525	15.1275
O	7.996	4.1056	10.9319
O	5.1262	0.2697	11.3236
O	4.3218	5.5144	19.5183
O	6.2182	13.0769	14.6521
O	3.0686	6.5616	17.3362
O	2.7909	0.9493	10.7031
O	0.2916	9.496	16.7406
O	5.23	5.6213	12.6052
O	2.1469	4.9894	13.7789
O	6.907	12.624	9.6991

Results
free energy: -174909.462 eV
free energy less fixed offsets of As -4857.07, O -569.03, Si -635.61 eV per atom: -2.492 eV

Forces (eV/angstrom), in the order of the atoms: element, x, y, z
Si	-0.0172	0.0091	-0.0601
Si	0.0366	0.0243	-0.0498
Si	-0.0385	-0.0155	-0.0544
Si	0.0131	0.0642	-0.0712
Si	-0.0101	0.0103	-0.0775
Si	0.0048	-0.0034	-0.0579
Si	-0.0291	-0.0158	-0.1003
Si	-0.038	0.0312	-0.113
Si	-0.03	-0.1018	-0.0189
Si	-0.0262	0.0062	-0.0467
Si	-0.0002	0.0066	-0.0512
Si	0.0203	0.0213	-0.0393
Si	-0.0405	-0.0211	0.0068
Si	0.0365	-0.0403	0.0003
Si	-0.0262	0.0142	0.0017
As	0.0357	-0.078	0.1972
Si	0.0997	-0.0101	-0.046
Si	-0.0568	0.0084	-0.0231
Si	0.0517	0.0094	0.0109
Si	-0.0394	-0.0148	-0.0215
Si	0.0099	0.0231	0.0061
Si	-0.0003	-0.0194	0.0211
Si	0.0243	-0.0146	0.0048
Si	-0.0082	-0.0401	0.0167
Si	-0.0002	-0.0103	-0.017
Si	-0.0014	-0.0008	-0.0204
Si	-0.0077	0.0064	-0.0178
As	0.0016	0.0144	0.0407
Si	-0.004	0.0305	-0.0465
Si	0.0113	0.027	-0.05
Si	0.0041	0.0337	-0.0006
Si	-0.0307	0.0237	0.0051
Si	-0.0101	0.0073	-0.007
Si	0.0052	0.0116	-0.0228
Si	0.0104	0.0111	-0.0142
Si	0.011	0.0092	-0.0156
Si	-0.0022	0.0136	0.0079
Si	-0.0063	-0.0085	0.0004
Si	0.0089	0.0008	0.0068
Si	0.0386	0.0046	0.0093
Si	-0.0449	0.0062	-0.0151
Si	0.0136	-0.0076	-0.0001
Si	0.0004	-0.0268	-0.0049
Si	0.0295	-0.0096	-0.0062
Si	-0.0146	-0.0089	0.0027
Si	0.0012	-0.0067	-0.0022
Si	-0.009	0.0012	-0.0126
Si	0.015	0.0111	-0.0042
Si	0.0495	0.1885	-0.2367
Si	0.0414	0.1743	-0.2262
Si	0.0734	0.1569	-0.2771
Si	0.0057	0.0021	0.1081
Si	-0.008	-0.0005	0.056
Si	0.1215	0.0219	-0.0861
Si	0.0427	-0.0575	0.469
Si	0.1147	0.0545	0.3185
Si	0.0756	0.0241	0.0534
Si	0.0357	0.1344	-0.1882
Si	-0.1064	0.2546	0.1445
Si	0.0328	0.1938	-0.1074
Si	-0.0768	-0.1305	-0.1992
Si	0.0469	-0.1878	0.2904
Si	-0.2002	-0.241	0.0451
Si	0.1094	-0.1678	-0.109
Si	-0.1305	-0.1313	0.2409
Si	-0.1765	0.0069	0.0046
Si	-0.1126	-0.0326	0.0009
Si	-0.0025	-0.1617	-0.1484
Si	0.0267	-0.0646	0.0645
Si	-0.0432	-0.0141	-0.1068
Si	0.1196	0.1067	0.0155
Si	0.0068	-0.1369	-0.1209
Si	-0.0022	-0.0019	0.0156
Si	0.029	-0.0054	-0.0129
Si	-0.0226	-0.0037	-0.0094
Si	0.0309	0.0077	0.0081
Si	-0.0118	0.0056	-0.0173
Si	-0.0295	-0.004	0.0119
Si	-0.0079	0.0116	0.0059
Si	0.0052	-0.0077	0.0103
Si	-0.0003	0.0014	-0.0062
Si	-0.0197	0.0016	0.0107
Si	0.0089	-0.0002	0.0013
Si	-0.0041	0.005	-0.0013
Si	-0.004	-0.0132	-0.0012
Si	0.0007	-0.0093	0.0246
Si	0.012	-0.0014	0.016
Si	-0.0089	-0.0074	0.0102
Si	0.0035	-0.0126	0.0167
Si	0.0001	-0.0159	0.0217
Si	0.0033	-0.0212	0.0209
Si	-0.0052	-0.0098	0.0012
Si	-0.0159	-0.0196	0.0139
Si	0.0026	-0.0091	0.0153
Si	0.0075	-0.0014	0.0391
Si	0.0131	-0.0043	0.0192
Si	-0.0089	-0.0105	0.0401
Si	-0.0098	-0.014	-0.0332
Si	-0.0011	0.0083	-0.0049
Si	-0.0145	-0.0016	0.0125
Si	0.0247	0.0039	-0.0025
Si	0.0052	-0.0091	-0.0265
Si	0.02	-0.0133	-0.0242
Si	0.0254	-0.006	0.0396
Si	0.0032	-0.0082	-0.0061
Si	-0.0556	-0.0171	0.026
Si	-0.0158	-0.0323	-0.0777
Si	0.0243	0.0137	0.0267
Si	-0.097	0.0144	0.0446
Si	0.0009	0.047	0.0562
Si	0.0632	0.0003	0.052
Si	-0.0016	0.011	0.0608
Si	-0.0046	0.0006	0.0395
Si	-0.008	-0.0186	0.0591
Si	0.022	0.0078	0.0612
Si	-0.0201	0.0032	0.0395
Si	0.0098	0.0318	0.0598
Si	-0.0232	0.0258	0.0395
Si	-0.0532	0.0198	0.0472
Si	0.0671	0.0083	0.0538
O	-0.0317	-0.0231	-0.003
O	0.025	-0.0003	-0.033
O	-0.0026	-0.0178	0.0091
O	0.0398	-0.0249	0.0254
O	0.0049	-0.0024	-0.0228
O	0.0163	-0.0183	-0.0134
O	0.0249	-0.0037	-0.0054
O	-0.0072	0.0091	-0.0162
O	-0.004	-0.0169	-0.0113
O	0.0259	-0.0005	-0.0186
O	-0.0285	-0.0127	-0.0146
O	-0.0321	-0.0048	0.0007
O	-0.0016	0.0163	0.0039
O	0.0054	0.0113	-0.007
O	0.0126	0.0486	-0.0013
O	-0.0019	0.0015	0.0158
O	-0.0126	-0.0098	-0.0036
O	0.0099	0.0016	0.0133
O	0.0432	0.0067	-0.0108
O	-0.0071	0.0042	0.0025
O	0.0092	0.025	0.0024
O	-0.007	0.0085	0.0305
O	0.0468	0.0321	-0.0562
O	-0.0472	0.0109	-0.019
Si	-0.0038	0.0043	0.0074
Si	0.0002	0.0005	-0.0021
Si	-0.0015	-0.0037	0.0152
Si	0.0039	0.0002	0.0096
Si	0.0117	-0.0025	-0.0082
Si	-0.0003	0.0021	-0.0266
Si	0.005	0.0091	0.0018
Si	0.0044	0.0007	0.004
Si	-0.0014	0.0063	-0.0095
Si	-0.0006	-0.0064	0.0059
Si	0.0088	0.0041	0.0169
Si	0.0019	0.0015	0.0004
Si	0.0028	-0.0028	0.0028
Si	-0.0023	-0.0018	0.0001
Si	-0.0052	0.0013	-0.0018
Si	0	-0.0019	0.0011
Si	0.0011	-0.0036	0.004
Si	0.0009	0.0014	0.0211
Si	0.0031	0.0014	0.0076
Si	0.0002	0.0041	-0.0105
Si	-0.0024	0.011	0.0023
Si	-0.0021	-0.0036	0.0002
Si	0.0004	-0.0045	0.0102
Si	-0.0069	0.0176	0.0044
Si	-0.0007	0.0005	0.0041
Si	-0.0053	0.0033	0.0053
Si	0.0023	-0.0012	0.0024
Si	-0.0051	0.0031	0.0053
Si	-0.0016	-0.0019	0.0096
Si	-0.0103	-0.0126	-0.0037
Si	0.0104	-0.0028	0.0135
Si	0.0001	-0.005	0.0029
Si	0.0007	-0.0026	0.0037
Si	-0.0004	0.0009	-0.0005
Si	-0.0196	0.0093	0.0247
Si	-0.0004	0.0011	0.0006
Si	-0.0023	0.005	0.0155
Si	0.0052	0.0014	0.0031
Si	-0.0013	-0.0024	0.0042
Si	0.0024	0.0014	0.0004
Si	0.0039	-0.0011	-0.003
Si	0.0011	0.0022	0.0014
Si	-0.0068	-0.001	0.0069
Si	-0.0139	0.0094	0.0027
Si	0.0002	0.0003	0.0038
Si	0.007	-0.0029	-0.0065
Si	0.002	0.0012	0.0024
O	-0.0013	0.0031	-0.0053
O	-0.016	-0.0098	-0.0149
O	-0.0006	-0.0155	-0.0277
O	0.0053	-0.0029	0.007
O	0.0154	-0.0111	0.0224
O	0.0018	-0.0102	-0.006
O	0.0124	-0.0107	0.0189
O	-0.0155	-0.0039	-0.01
O	0.0086	0.0069	0.0171
O	-0.0072	0.0106	-0.0318
O	0.0058	0.0083	-0.0002
O	-0.0029	-0.0049	0.0083
O	0.0144	0.0126	-0.0201
O	0.0042	0.009	-0.0014
O	-0.0164	-0.0063	0.0037
O	-0.0207	-0.0071	0.0042
O	-0.0035	0.0113	0.0221
O	-0.0175	-0.0071	0.0167
O	0.007	0.0094	-0.0218
O	0.0065	0.0337	0
O	-0.0017	-0.0231	-0.0132
O	0.0053	-0.0127	-0.0236
O	-0.0186	-0.0073	-0.0018
O	-0.0036	0.0096	-0.0198
O	0.0003	0.0197	-0.001
O	-0.0027	0.0078	-0.0112
O	-0.0158	0.0231	0.0019
O	-0.0044	-0.0216	0.0027
O	0.0126	-0.0178	0.0075
O	-0.0016	-0.0294	-0.0148
O	0.0177	-0.0078	-0.0193
O	0.0046	-0.009	0.0146
O	-0.0011	-0.0196	0.0186
O	-0.0071	0.0089	0.0282
O	0.013	-0.0143	-0.0111
O	-0.0029	-0.0109	-0.028
O	-0.0249	-0.0059	-0.0121
O	-0.0094	-0.0053	0.0193
O	-0.0033	0.0143	0.0029
O	0.012	0.0172	-0.0105
O	-0.0053	0.0048	-0.0241
O	0.0001	0.006	0.024
O	-0.0044	-0.0116	-0.0578
O	-0.01	0.0009	0.0131
O	0.0019	0.0227	-0.0183
O	-0.0157	-0.0013	-0.019
O	-0.0042	0.0246	0.0105
O	0.0197	-0.0087	-0.0051
O	-0.0025	0.021	0.0103
O	-0.0006	0.0069	-0.0177
O	-0.0082	0.0026	0.0009
O	-0.0166	-0.008	0.0056
O	0.004	-0.0201	0.0016
O	-0.0097	0.0199	-0.0035
O	0.017	-0.0004	-0.0262
O	-0.0227	0.0102	0.0165
O	-0.0116	-0.0268	0.0081
O	0.0059	0.0087	0.016
O	0.0296	-0.0144	-0.0055
O	-0.0057	0.0019	-0.0154
O	0.0043	0.001	0.0123
O	0.0186	0.0192	0.0154
O	-0.002	0.0084	0.0091
O	0.0073	0.0305	-0.0166
O	-0.0041	-0.0018	-0.0011
O	-0.0134	-0.0051	0.0115
O	0.0127	-0.0042	-0.002
O	0.0176	0.0097	0.0205
O	-0.0034	0.01	0.0077
O	0.0146	-0.0207	0.0115
O	0.0061	0.0197	-0.007
O	0.0093	-0.0177	-0.0166
O	-0.0195	-0.0165	-0.0062
O	0.0093	-0.0076	-0.0141
O	0.0003	-0.0216	-0.0251
O	-0.0143	-0.0088	0.03
O	0.0078	0.0027	-0.0096
O	-0.0058	0.0067	0.0124
O	0.0015	0.0131	0.0324
O	-0.0047	-0.002	0.007
O	0.0145	-0.0025	-0.0038
O	-0.0054	0.0072	0.0186

The program warned: the cutoff lies below the one the program advises for these potential files; the forces do not sum to zero within the program's tolerance; the exchange-correlation potential is rough where the density is thin.
